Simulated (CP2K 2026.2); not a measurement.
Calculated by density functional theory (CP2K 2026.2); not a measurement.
Periodic cell of 534 atoms, Si358O176, from a study of silicon, its oxide and their interface. The atomic structure is a simulated model.
Doubt: the forces sum to 2.76 eV/angstrom along one axis rather than to zero, so they err by at least 0.0052 eV/angstrom per atom on average; the grid cutoff is modest.

Settings: functional PBE; method Gaussian and plane waves; basis set DZVP-MOLOPT-SR-GTH; pseudopotentials GTH-PBE; grid cutoff 350 Ry, relative cutoff 50 Ry; k points Gamma only; occupations fixed; spin none; net charge 0.

Cell vectors (angstrom)
a	16.4025	0	0
b	0	16.4025	0
c	0	0	35.5621

Atoms and the computed forces on them: element, x, y, z (angstrom), force x, y, z (eV/angstrom)
Si	0.485	16.057	0.398	-0.45	0.392	-0.015
Si	3.232	2.738	35.383	-0.149	0.008	0.143
Si	15.303	4.233	35.077	0.18	0.34	0.425
Si	3.582	7.6	0.086	-0.258	0.352	0.216
Si	0.05	11.014	35.553	0.286	0.009	-0.115
Si	2.018	14.364	35.464	0.416	-0.288	-0.218
Si	5.559	0.582	35.181	-0.01	0.063	0.344
Si	8.31	2.686	35.246	-0.067	-0.069	0.216
Si	5.343	5.932	0.099	0.164	-0.046	-0.233
Si	7.879	8.572	0.486	-0.323	-0.024	-0.293
Si	5.6	10.598	0.34	0.013	-0.002	-0.508
Si	8.415	13.324	0.053	-0.02	-0.041	0.006
Si	10.546	0.323	35.074	0.141	-0.284	0.583
Si	13.425	2.163	34.928	-0.072	0.246	0.344
Si	11.439	6.426	34.957	0.04	0.335	0.412
Si	13.884	8.526	0.094	0.535	0.175	0.065
Si	10.44	10.912	35.489	-0.268	0.179	0.14
Si	14.156	13.207	35.523	0.002	0.141	-0.042
Si	1.543	1.559	1.28	0.532	0.036	0.202
Si	4.317	4.189	1.352	-0.282	-0.015	-0.179
Si	1.248	6.553	1.681	0.176	0.24	-0.635
Si	4.149	9.373	1.675	-0.089	-0.396	-0.294
Si	1.487	12.397	1.208	-0.048	-0.142	0.069
Si	3.902	14.981	1.257	0.041	0.002	0.102
Si	6.96	1.513	1.257	-0.02	-0.03	-0.144
Si	9.625	4.239	0.953	0.167	0.004	-0.224
Si	6.785	6.886	1.639	0.13	0.284	-0.047
Si	9.474	9.742	1.696	-0.085	-0.049	-0.205
Si	6.78	12.316	1.434	0.007	-0.118	-0.1
Si	9.661	15.017	1.121	-0.08	0.142	-0.346
Si	12.183	1.243	1.106	-0.092	-0.113	-0.133
Si	15.822	5.019	1.583	-0.11	-0.453	0.125
Si	12.383	7.259	1.365	-0.082	-0.229	0.082
Si	15.265	9.682	1.509	0.029	0.05	-0.249
Si	12.31	12.163	1.11	0.035	-0.034	-0.216
Si	15.114	14.93	1.401	-0.096	-0.298	-0.08
Si	0.151	2.939	2.663	-0.104	0.08	-0.055
Si	2.843	0.14	2.721	-0.021	0.141	-0.103
Si	0.117	8.242	2.85	-0.048	0.062	0.201
Si	2.87	5.393	2.867	0.275	0.022	0.074
Si	0.093	13.618	2.763	-0.017	-0.07	0.145
Si	2.784	10.975	2.713	-0.113	0.154	-0.027
Si	5.628	2.803	2.712	0.023	-0.019	0.129
Si	8.272	16.395	2.545	-0.029	0.004	-0.025
Si	5.527	8.198	3.092	-0.114	-0.136	0.162
Si	8.36	5.476	2.629	-0.109	-0.009	0.04
Si	5.368	13.71	2.677	0.004	-0.003	0.12
Si	8.118	11.086	2.957	-0.088	0.12	0.159
Si	10.983	2.837	2.436	0.045	-0.017	0.066
Si	13.665	16.388	2.555	-0.107	0.128	0.077
Si	10.935	8.341	2.85	0.093	-0.03	-0.033
Si	13.792	5.73	2.644	0.019	0.126	-0.048
Si	11.064	13.698	2.553	0.003	-0.05	-0.147
Si	13.688	10.971	2.709	0.026	0.056	-0.003
Si	1.491	4.074	4.225	-0.061	-0.129	0.025
Si	4.238	1.44	4.11	-0.035	-0.075	-0.116
Si	1.435	9.653	4.166	-0.072	0.03	-0.111
Si	4.132	6.781	4.302	0.064	0.143	-0.097
Si	1.44	15.108	4.052	-0.021	-0.111	-0.008
Si	4.127	12.318	4.123	0.026	-0.011	-0.021
Si	6.993	4.139	4.084	-0.023	-0.018	-0.05
Si	9.641	1.422	3.917	-0.023	0.004	-0.097
Si	6.878	9.627	4.33	0.067	-0.001	-0.06
Si	9.618	6.848	4.103	0.07	-0.032	-0.07
Si	6.853	15.079	3.984	-0.041	0.049	-0.102
Si	9.655	12.448	4.086	-0.17	0.012	-0.035
Si	12.409	4.164	3.892	-0.107	0.092	-0.145
Si	15.064	1.45	3.898	0.105	0.043	-0.113
Si	12.353	9.661	4.171	0.009	-0.094	-0.084
Si	15.062	6.956	4.195	-0.02	-0.008	0.037
Si	12.367	15.051	4.009	-0.001	-0.008	0.029
Si	15.049	12.317	4.121	0.109	0.051	-0.087
Si	0	0.002	10.926	0.001	-0.003	-0.009
Si	2.715	2.698	10.934	0.021	0.049	0.002
Si	16.39	5.436	10.922	0.002	0.021	-0.001
Si	2.687	8.182	10.945	0.015	0.061	0.013
Si	16.372	10.935	10.955	0.032	-0.023	0.014
Si	2.718	13.664	10.939	0.023	-0.009	0
Si	5.46	16.383	10.947	0.011	-0.008	0.007
Si	8.223	2.702	10.948	0.019	0.026	0.008
Si	5.454	5.429	10.936	0.022	0.03	0.01
Si	8.173	8.178	10.911	0.03	0.016	-0.004
Si	5.429	10.935	10.921	-0.001	0.015	0.006
Si	8.186	13.674	10.922	-0.014	0.017	-0.02
Si	10.945	16.398	10.931	0.03	0.002	-0.007
Si	13.679	2.719	10.917	-0.007	0.018	0
Si	10.946	5.43	10.919	0.013	0.011	-0.008
Si	13.648	8.174	10.939	0.004	0.05	0.018
Si	10.922	10.936	10.927	-0.025	0.029	-0.004
Si	13.666	13.685	10.941	0.04	-0.034	-0.009
Si	1.351	1.344	12.33	-0.003	-0.036	0.029
Si	4.066	4.064	12.304	-0.01	-0.027	-0.004
Si	1.315	6.803	12.316	-0.013	-0.028	0.002
Si	4.036	9.574	12.286	0.007	-0.06	-0.018
Si	1.345	12.3	12.309	-0.01	-0.017	0.003
Si	4.079	15.018	12.313	-0.005	-0.029	0.015
Si	6.832	1.338	12.31	-0.003	0.013	-0.005
Si	9.587	4.071	12.302	-0.029	0.044	-0.002
Si	6.797	6.818	12.291	-0.023	-0.007	0.01
Si	9.53	9.55	12.263	-0.028	-0.064	0.004
Si	6.787	12.315	12.269	0.041	-0.014	0.001
Si	9.557	15.027	12.288	-0.023	-0.05	-0.012
Si	12.317	1.359	12.288	-0.014	0.007	-0.016
Si	15.047	4.06	12.298	0.017	0.02	-0.016
Si	12.297	6.781	12.301	-0.055	-0.016	0.017
Si	14.999	9.543	12.312	-0.027	-0.035	0.004
Si	12.297	12.293	12.298	-0.009	-0.01	0.025
Si	15.052	15.037	12.304	-0.028	0.022	-0.003
Si	16.385	2.707	13.711	-0.07	0.06	-0.018
Si	2.695	16.345	13.698	0.04	0.046	-0.03
Si	16.315	8.138	13.695	-0.001	0.089	0.011
Si	2.663	5.408	13.674	0.023	0.032	0.026
Si	16.395	13.658	13.689	0.008	-0.058	0.011
Si	2.671	10.917	13.689	0.01	0.016	0.035
Si	5.422	2.675	13.661	0.035	0.055	0.011
Si	8.184	16.359	13.682	-0.014	-0.014	0.048
Si	5.359	8.166	13.625	0.017	0.076	0.014
Si	8.178	5.433	13.63	0.059	-0.043	0.01
Si	5.424	13.641	13.686	0.004	-0.029	0.018
Si	8.116	10.902	13.596	0.003	0.075	-0.011
Si	10.941	2.687	13.673	0.018	-0.004	0.026
Si	13.695	0.015	13.652	0.017	-0.068	-0.04
Si	10.877	8.147	13.614	-0.005	0.052	0.005
Si	13.667	5.391	13.665	0.027	0.013	0.022
Si	10.909	13.65	13.648	-0.043	0.005	-0.007
Si	13.632	10.901	13.688	0.007	-0.027	0.001
Si	1.33	4.052	15.111	0.099	0.003	0.059
Si	4.074	1.292	15.052	-0.023	-0.042	0.033
Si	1.256	9.545	15.027	-0.12	-0.13	0.036
Si	3.992	6.808	15.018	0.025	-0.024	0.001
Si	1.35	14.987	15.111	-0.038	-0.018	0.09
Si	4.034	12.288	15.068	0.04	0.032	0.043
Si	6.798	4.065	14.977	-0.076	-0.007	-0.075
Si	9.564	1.323	15.039	0.028	0.066	-0.012
Si	6.675	9.59	14.946	0.005	-0.187	0.04
Si	9.512	6.807	15.006	-0.029	0.01	0.023
Si	6.796	14.997	15.061	0.056	0.031	0.03
Si	9.511	12.226	14.945	-0.05	-0.068	-0.011
Si	12.349	3.999	15.047	-0.075	0.015	0.061
Si	15.032	1.341	15.092	-0.013	-0.037	0.071
Si	12.239	9.473	14.997	-0.036	0.037	-0.035
Si	14.965	6.737	15.099	-0.037	-0.004	0.052
Si	12.29	15.066	14.957	0.102	-0.004	-0.025
Si	15.007	12.295	15.039	0.032	0.012	-0.058
Si	0	16.386	16.472	-0.026	-0.006	0.081
Si	2.722	2.633	16.442	-0.026	0.045	0.104
Si	16.327	5.373	16.521	-0.046	0.027	-0.068
Si	2.533	8.112	16.39	0.029	0.141	-0.014
Si	16.309	10.902	16.441	0.048	0.039	0.115
Si	2.725	13.634	16.523	-0.05	-0.094	-0.038
Si	5.415	16.34	16.473	0.001	0.037	-0.028
Si	8.124	2.672	16.34	0.077	-0.01	0.075
Si	5.417	5.438	16.303	0.02	-0.028	0.188
Si	8.021	8.21	16.255	0.017	0.148	-0.099
Si	5.304	10.854	16.439	0.042	0.052	0.07
Si	8.175	13.559	16.339	0.004	-0.138	0.033
Si	10.999	16.4	16.397	-0.098	-0.038	-0.01
Si	13.646	2.618	16.541	0.028	0.038	0.008
Si	10.944	5.401	16.301	0.043	0.027	-0.01
Si	13.499	8.063	16.426	0.054	-0.011	0.177
Si	10.835	10.826	16.306	-0.041	0.011	0.073
Si	13.627	13.716	16.317	0.059	0.124	0.052
Si	1.439	1.242	17.92	0.082	-0.07	0.06
Si	4.151	4.025	17.701	0.278	-0.06	-0.13
Si	1.223	6.798	17.886	-0.119	0.117	0.127
Si	3.756	9.522	17.785	-0.062	-0.002	0.028
Si	1.319	12.236	17.856	-0.033	0.031	-0.067
Si	4.117	14.97	17.949	0.063	-0.047	0.06
Si	6.852	1.277	17.785	-0.014	-0.045	-0.053
Si	9.484	4.12	17.586	-0.031	0.006	-0.292
Si	6.641	6.922	17.667	-0.107	-0.142	-0.1
Si	9.406	9.464	17.653	0.199	-0.283	0.194
Si	6.775	12.204	17.735	0.045	0.057	-0.017
Si	9.704	14.862	17.582	0.102	-0.073	0.028
Si	12.222	1.314	17.985	0.007	-0.002	0.137
Si	15.093	3.891	17.927	-0.078	0.048	0.156
Si	12.179	6.643	17.89	-0.125	0.088	0.261
Si	14.837	9.503	17.725	0.042	-0.162	-0.239
Si	12.226	12.289	17.519	-0.077	-0.071	-0.216
Si	14.913	15.093	17.788	-0.069	0.028	-0.119
Si	0.071	2.521	19.376	0.142	0.025	0.241
Si	2.85	16.338	19.437	-0.164	0.134	0.206
Si	16.104	8.233	19.218	0.146	-0.033	0.015
Si	2.699	5.295	19	-0.082	-0.055	0.28
Si	16.309	13.707	19.022	0.038	-0.018	0.108
Si	2.444	10.789	19.412	0.046	0.2	0.236
Si	5.622	2.797	19.178	-0.154	0.27	0.03
Si	8.289	16.084	18.878	-0.184	0.072	0.089
Si	5.072	8.111	19.057	0.157	-0.02	0.303
Si	8.454	5.884	18.739	-0.091	0.097	0.371
Si	5.492	13.499	19.235	0.208	-0.117	0.223
Si	8.112	10.804	19.092	-0.17	-0.349	0.259
Si	10.649	2.803	19.118	-0.066	-0.29	0.136
Si	13.624	16.298	19.458	-0.003	-0.009	0.143
Si	10.147	7.612	19.008	-0.01	0.233	-0.719
Si	13.657	5.155	19.301	0.092	0.03	-0.026
Si	10.969	13.494	19.054	0.147	0.26	0.01
Si	13.471	10.976	18.917	-0.088	0.065	-0.136
Si	1.793	3.738	20.518	-0.141	-0.054	-0.207
Si	4.187	1.67	20.68	-0.102	-0.005	-0.007
Si	0.412	9.919	20.795	-0.039	-0.137	-0.12
Si	4.039	6.408	20.54	-0.278	0.146	-0.119
Si	1.085	15.06	20.564	0.077	-0.095	0.076
Si	4.3	11.86	20.528	0.126	-0.04	-0.025
Si	6.573	4.43	20.694	0.148	-0.04	-0.037
Si	9.161	1.302	20.251	0.285	0.008	0.092
Si	6.376	9.578	20.293	-0.094	0.22	-0.043
Si	10.238	8.543	21.203	-0.257	0.043	0.147
Si	7.31	14.563	20.428	-0.023	-0.087	-0.174
Si	9.508	12.232	20.378	-0.233	0.504	0.115
Si	11.848	4.198	20.582	-0.004	-0.254	0.05
Si	15.358	0.956	20.838	-0.05	0.141	-0.108
Si	11.269	10.598	21.202	-0.3	-0.189	0.451
Si	14.628	6.945	20.536	0.049	-0.16	0.015
Si	12.569	14.425	20.616	-0.02	-0.053	0.032
Si	14.835	12.317	20.192	0.255	0.355	0.308
Si	10.283	11.987	27.397	-0.139	-0.16	0.074
Si	1.619	4.208	25.451	-0.259	-0.078	0.139
Si	14.09	8.029	25.412	-0.139	-0.123	0.276
Si	1.295	11.385	24.968	-0.044	0.123	0.47
Si	15.246	3.195	26.232	-0.031	0.092	0.219
Si	6.845	0.794	22.006	0.001	-0.148	-0.002
Si	7.862	4.89	23.321	0.231	0.005	0.182
Si	16.203	7.791	23.062	-0.222	0.035	0.05
Si	7.599	8.043	22.736	0.007	-0.039	0.158
Si	2.458	13.088	22.721	-0.03	0.116	0.141
Si	7.761	4.636	26.359	0.188	0.083	0.001
Si	9.525	0.907	23.21	0.14	0.055	0.192
Si	15.022	1.417	23.876	0.035	-0.006	0.568
Si	10.784	3.675	23.422	-0.031	0.055	0.36
Si	11.843	7.047	21.592	-0.17	0.253	0.27
Si	9.75	12.025	24.573	-0.096	0.005	0.268
Si	11.097	14.674	23.513	0.061	0.089	0.279
Si	0.912	1.427	25.723	0.059	-0.052	0.241
Si	1.96	5.7	22.786	0.112	-0.044	-0.104
Si	13.148	11.8	27.731	0.113	-0.052	0.02
Si	3.176	13.469	25.414	-0.107	-0.121	0.248
Si	2.721	15.876	27.177	-0.213	0.022	-0.154
Si	13.904	3.958	29.056	0.014	0.137	-0.215
Si	10.177	6.354	26.875	-0.029	0.047	-0.048
Si	5.056	11.422	26.413	0.011	-0.042	-0.011
Si	11.803	8.058	30.481	0.025	0.153	-0.43
Si	4.012	1.405	28.926	-0.062	0.004	0.029
Si	3.036	15.171	29.865	-0.027	-0.003	0.059
Si	12.088	6.027	24.622	-0.056	-0.03	0.171
Si	9.009	9.248	27.27	0.014	-0.051	0.011
Si	14.251	13.191	30.012	0.113	-0.21	-0.318
Si	11.112	5.312	29.551	-0.006	-0.046	-0.255
Si	15.528	10.537	30.683	-0.066	-0.03	-0.315
Si	13.844	1.072	30.156	0.02	-0.017	-0.386
Si	1.863	3.198	30.051	-0.044	0.218	-0.024
Si	3.368	4.361	32.652	-0.23	0.207	-0.29
Si	3.339	6.258	27.148	0.045	0.059	-0.004
Si	2.789	9.215	26.681	-0.026	0.029	0.075
Si	13.814	15.112	25.008	0.116	-0.052	0.16
Si	6.13	6.095	28.131	-0.016	0.247	-0.007
Si	1.773	7.731	29.076	-0.051	0.165	0.027
Si	7.014	2.329	28.485	0.037	0.035	-0.1
Si	14.748	12.331	25.299	0.187	0.167	0.154
Si	9.069	8.578	31.209	-0.283	0.374	-0.3
Si	6.592	10.185	31.722	0.021	0.105	-0.149
Si	6.858	13.135	31.449	0.177	-0.22	-0.103
Si	12.434	10.495	24.143	-0.03	-0.05	0.45
Si	10.397	14.518	28.823	0.086	-0.049	0.033
Si	13.702	8.966	32.632	0.221	0.1	-0.288
Si	14.006	9.011	28.368	0.134	0.108	0.04
Si	7.756	15.758	28.464	0.019	-0.106	0.052
Si	13.407	15.367	28.132	0.038	-0.015	-0.082
Si	1.693	6.947	31.912	-0.06	-0.041	-0.196
Si	0.037	1.099	31.423	0.107	-0.059	-0.272
Si	4.184	9.788	33.501	0.007	0.026	-0.117
Si	0.01	5.634	29.84	-0.028	-0.055	-0.073
Si	5.597	13.625	28.683	0.016	0.085	0.073
Si	1.271	14.906	32.41	-0.102	0.038	-0.254
Si	6.528	4.424	33.137	-0.102	0.064	-0.117
Si	7.977	4.476	30.27	0.048	0.08	-0.269
Si	6.881	8.669	29.319	-0.062	0.079	-0.05
Si	10.05	8.115	34.038	-0.056	-0.048	0.01
Si	8.863	14.998	31.141	0.024	-0.246	-0.082
Si	7.179	15.252	33.326	-0.029	-0.21	-0.325
Si	14.314	6.472	33.766	0.074	-0.065	-0.326
Si	14.466	14.504	32.744	0.194	-0.118	-0.334
Si	7.546	10.198	24.798	0.043	0.027	0.184
Si	15.544	1.654	34.179	0.503	-0.127	-0.172
Si	12.554	0.54	32.801	-0.335	0.105	-0.378
Si	1.296	9.739	32.781	0.066	-0.2	-0.243
O	2.091	14.42	33.748	-0.015	0.064	0.412
O	5.006	15.543	0.15	0.119	0.126	0.164
O	0.803	2.02	30.351	-0.225	-0.118	0.161
O	2.846	3.7	34.064	-0.307	-0.356	0.337
O	16.333	2.942	34.912	-0.418	-0.052	-0.287
O	15.735	1.994	32.582	-0.373	-0.114	0.215
O	3.716	8.411	34.233	0.048	-0.289	-0.024
O	5.836	7.613	28.659	-0.163	-0.101	-0.209
O	2.856	10.254	32.661	0.02	0.081	0.041
O	0.615	10.363	34.129	-0.308	-0.107	0.539
O	16.105	14.356	32.541	-0.134	-0.089	0.305
O	4.381	12.378	25.278	-0.23	0.224	-0.049
O	6.411	0.185	33.831	-0.027	-0.037	-0.274
O	4.312	1.595	34.802	-0.033	0.13	-0.07
O	7.321	3.239	33.998	0.357	-0.083	-0.013
O	7.526	4.716	31.838	-0.117	-0.16	0.37
O	2.002	7.041	0.226	-0.025	-0.211	0.434
O	6.244	5.62	34.24	-0.332	0.424	0.416
O	8.62	7.823	34.792	0.305	-0.072	-0.274
O	6.818	9.627	35.285	0.221	0.093	0.73
O	4.628	10.957	34.57	-0.065	-0.067	0.436
O	5.495	9.384	32.613	-0.198	-0.059	0.091
O	8.573	15.747	32.565	-0.127	-0.096	0.192
O	7.567	14.19	34.496	0.176	-0.095	0.057
O	9.4	1.502	34.732	0.064	0.009	0.049
O	11.299	16.236	33.632	-0.387	-0.112	0.048
O	12.582	2.032	33.498	0.044	0.082	0.002
O	13.719	3.748	35.338	0.23	-0.085	-0.283
O	10.526	5.112	35.376	-0.538	-0.231	0.198
O	12.699	6.147	33.911	0.274	-0.168	-0.37
O	14.823	7.239	35.132	-0.046	0.023	-0.093
O	10.532	9.706	34.319	-0.023	0.109	0.07
O	6.216	14.405	32.269	0.058	0.327	0.221
O	9.382	12.114	34.934	0.395	0.302	0.543
O	13.766	13.847	31.413	-0.259	0.062	0.469
O	13.915	16.039	33.014	0.201	0.379	0.136
O	1.179	4.776	21.668	0.09	-0.074	0.167
O	2.332	5.172	26.528	-0.164	0.006	-0.092
O	5.25	1.263	21.957	-0.017	0.108	-0.052
O	14.452	2.622	24.881	-0.18	0.085	-0.351
O	0.355	9.127	22.272	0.048	0.41	0.098
O	10.016	12.919	28.709	-0.257	-0.141	0.079
O	3.229	6.441	22.024	0.283	-0.005	-0.05
O	1.079	6.88	23.468	0.122	0.07	-0.01
O	3.513	14.648	26.462	0.052	-0.089	-0.204
O	1.486	13.95	21.741	-0.103	-0.1	-0.011
O	3.773	12.592	21.91	-0.077	-0.066	0.016
O	2.916	14.095	23.932	-0.127	0.018	-0.037
O	5.366	5.521	20.859	0.349	-0.105	0.102
O	6.979	4.036	22.253	-0.057	-0.355	-0.247
O	9.981	0.87	21.632	0.1	-0.129	-0.361
O	7.617	1.694	20.838	-0.04	0.265	-0.23
O	5.438	10.744	21.069	0.105	0.102	-0.433
O	6.809	8.394	21.361	0.244	-0.358	-0.153
O	7.941	5.196	20.183	0.187	0.274	0.191
O	9.159	8.4	22.467	-0.017	-0.144	-0.001
O	6.854	15.575	21.666	-0.261	-0.014	0.285
O	7.438	4.35	24.801	-0.13	-0.015	-0.218
O	8.419	13.434	21.001	0.242	-0.334	-0.373
O	12.238	10.39	19.886	-0.139	0.032	-0.03
O	11.718	3.471	22.085	0.139	0.14	-0.343
O	11.738	4.422	24.552	-0.093	-0.056	0.029
O	14.893	1.712	22.271	-0.213	-0.081	-0.341
O	0.044	16.16	21.281	-0.063	0.049	-0.486
O	10.929	10.886	24.658	0.05	-0.19	0.139
O	12.305	10.509	22.519	-0.062	0.09	-0.599
O	15.305	6.858	22.055	-0.148	-0.341	-0.316
O	13.176	7.687	20.871	-0.151	0.067	0.212
O	10.125	15.946	23.871	-0.029	0.019	0.04
O	11.713	14.763	22.004	0.018	0.207	-0.171
O	15.774	11.219	21.064	0.448	-0.353	-0.028
O	13.798	13.336	21.076	-0.224	-0.116	-0.361
O	14.248	2.624	29.911	0.242	-0.062	0.437
O	2.859	5.944	32.524	0.088	0.042	0.102
O	15.399	8.171	24.443	0.217	0.199	-0.418
O	12.152	6.594	23.114	-0.032	-0.109	-0.246
O	16.138	1.911	26.783	0.1	-0.239	-0.019
O	1.761	11.758	23.429	0.136	0.064	-0.276
O	6.927	9.044	23.843	-0.122	-0.008	-0.06
O	13.507	11.642	24.533	-0.13	-0.084	-0.43
O	13.418	0.476	28.709	-0.117	0.229	0.176
O	0.207	1.216	24.26	0	-0.167	-0.352
O	7.104	6.061	26.827	-0.137	0.089	-0.014
O	2.024	2.627	25.65	0.268	0.144	-0.168
O	7.866	0.972	23.318	-0.339	-0.109	-0.107
O	7.499	6.482	23.191	0.162	0.31	-0.198
O	4.078	10.2	26.893	0.176	-0.072	-0.065
O	3.308	7.686	26.287	0.207	0	-0.296
O	10.364	8.843	30.212	-0.083	-0.065	0.051
O	8.204	9.838	31.842	0.038	-0.172	0.288
O	4.758	5.515	27.463	0.056	-0.044	0.084
O	1.574	0.024	26.171	-0.166	-0.18	-0.086
O	7.206	3.37	27.226	-0.23	-0.127	-0.065
O	5.47	2.11	28.957	-0.073	0.273	0.34
O	10.232	2.212	23.938	0.132	-0.029	0.054
O	9.475	4.625	23.116	0.022	0.008	-0.455
O	16.371	4.306	25.697	0.119	0.018	0.042
O	2.997	2.752	21.212	-0.146	-0.166	-0.224
O	11.222	5.721	20.811	-0.279	-0.194	0.081
O	9.346	4.963	26.598	-0.143	-0.12	0.111
O	11.202	5.956	28.057	0.028	0.21	0.031
O	8.366	11.366	23.968	0.194	-0.066	-0.155
O	8.658	9.448	25.711	-0.067	0.09	-0.099
O	13.499	6.485	25.318	0.064	0.044	-0.349
O	12.311	14.652	24.598	-0.203	-0.096	-0.189
O	13.096	12.267	29.3	-0.107	0.123	0.179
O	14.858	5.178	29.623	0.007	0.197	-0.13
O	15.226	0.319	30.639	-0.164	0.179	0.261
O	3.835	0.62	27.498	0.204	-0.203	-0.225
O	2.171	7.908	30.651	-0.097	0.154	0.038
O	5.37	12.386	27.673	0.186	-0.015	-0.19
O	10.216	13.303	23.685	0.089	0.01	-0.09
O	14.879	13.877	24.768	-0.162	-0.068	-0.189
O	14.45	12.357	26.918	-0.091	0.188	0.187
O	14.262	3.744	27.436	0.03	0.146	-0.187
O	1.124	0.102	32.107	-0.06	0.082	0.325
O	5.001	4.144	32.535	0.237	-0.126	0.084
O	0.287	7.006	28.961	-0.145	0.02	0.161
O	9.462	7.701	27.44	0.139	-0.098	0.111
O	9.378	12.461	26.12	0.141	0.13	-0.117
O	6.393	10.823	25.738	0.179	0.183	-0.149
O	11.546	6.452	30.629	-0.132	0.067	0.444
O	3.723	0.273	30.115	0.14	-0.141	0.113
O	7.939	7.827	30.272	0.166	-0.036	0.327
O	6.463	11.741	32.166	0.087	0.028	0.017
O	4.208	14.166	29.338	-0.224	0.171	-0.122
O	7.574	0.891	27.979	0.14	-0.031	-0.055
O	6.503	14.813	27.98	-0.057	-0.001	0.036
O	9.242	15.29	27.947	-0.144	0.062	-0.369
O	10.916	6.763	25.49	0.114	-0.083	-0.293
O	10.073	10.402	27.729	0.111	0.188	0.314
O	2.86	6.622	28.642	0.085	-0.116	0.032
O	11.823	12.275	26.947	-0.008	0.309	0.043
O	15.493	12.139	30.287	-0.146	-0.026	0.135
O	14.48	14.421	28.946	0.084	0.044	0.204
O	16.077	11.437	25.045	-0.162	-0.063	-0.379
O	12.287	8.714	31.889	0.059	0.036	0.046
O	14.418	10.191	31.834	-0.087	-0.151	0.375
O	14.225	0.019	24.15	-0.062	-0.111	-0.243
O	11.878	14.815	28.258	-0.081	-0.205	0.169
O	1.017	4.424	29.379	0.161	0.011	0.112
O	1.199	8.098	32.963	-0.103	0.121	0.073
O	2.935	2.628	28.979	-0.148	0.216	-0.136
O	2.664	3.599	31.404	-0.112	-0.208	0.252
O	12.95	9.096	24.852	-0.028	0.029	-0.183
O	15.218	9.628	29.322	-0.078	0.241	0.181
O	0.438	6.014	31.384	-0.09	-0.148	0.087
O	14.508	8.217	27.012	0.185	-0.17	0.01
O	13.841	15.478	26.586	0.019	-0.19	0.17
O	2.215	14.472	31.107	0.05	-0.191	-0.017
O	13.122	10.196	27.715	-0.095	-0.02	0.021
O	15.293	12.082	35.097	-0.328	0.128	0.366
O	6.875	5.288	29.341	-0.089	0.012	0.078
O	2.232	4.653	24.007	0.138	0.031	-0.261
O	7.828	2.909	29.788	0.174	-0.099	-0.063
O	7.795	15.693	30.1	-0.205	0.257	0.291
O	1.865	12.606	25.924	0.122	0.113	-0.203
O	1.926	9.044	28.096	0.036	0.057	0.092
O	12.319	4.2	29.435	-0.148	-0.253	-0.172
O	13.485	9.324	34.218	0.013	-0.116	0.56
O	8.481	13.412	31.414	-0.166	0.078	0.303
O	2.02	15.375	28.575	0.125	0.026	-0.035
O	6.419	12.98	29.91	-0.073	-0.011	0.242
O	1.839	9.931	25.529	-0.002	-0.144	-0.04
O	14.529	7.537	32.532	-0.029	-0.307	0.062
O	9.575	4.845	29.964	-0.157	0.218	-0.095
O	13.801	13.73	34.004	-0.12	0.163	0.078
O	12.57	0.832	31.178	-0.304	0.157	0.238
O	12.96	8.199	29.325	0.09	-0.112	0.235
O	9.671	7.762	32.47	-0.069	0.005	0.416
O	15.224	5.12	33.68	-0.149	0.202	0.075
O	16.271	0.24	34.52	-0.037	0.053	-0.359
O	10.325	14.999	30.409	0.019	0.125	-0.088
O	7.671	9.472	28.156	0.085	0.203	0.202
O	0.564	10.218	31.379	0.23	0.095	0.023
O	6.13	9.822	30.188	0.242	0.015	0.189
Si	0.001	0.067	5.361	0.032	-0.06	-0.094
Si	2.839	2.701	5.548	-0.005	0.106	-0.046
Si	0.041	5.494	5.475	0	0.023	0.018
Si	2.74	8.224	5.544	0.065	-0.006	0.041
Si	0.008	10.967	5.51	-0.07	-0.066	-0.021
Si	2.76	13.716	5.461	-0.015	0.011	-0.035
Si	5.552	0.019	5.439	0.035	0.074	0.016
Si	8.3	2.715	5.422	0.01	0.019	-0.11
Si	5.578	5.423	5.536	-0.017	0.002	-0.012
Si	8.275	8.187	5.539	-0.033	0.075	0.067
Si	5.456	10.991	5.573	-0.037	-0.006	0.041
Si	8.222	13.761	5.426	0.088	0.005	-0.022
Si	10.972	0.037	5.348	-0.013	-0.002	-0.109
Si	13.71	2.774	5.332	-0.004	-0.001	-0.017
Si	11.022	5.455	5.385	0.026	0.023	0.008
Si	13.677	8.275	5.552	0.101	0.04	0.015
Si	10.956	11.026	5.484	0.066	0.044	-0.012
Si	13.692	13.712	5.449	0.057	0.047	-0.041
Si	1.38	1.352	6.814	0.021	0.003	-0.011
Si	4.179	4.085	6.896	0.047	-0.052	0.011
Si	1.369	6.845	6.884	-0.056	0.075	-0.013
Si	4.099	9.589	6.907	0	-0.012	-0.022
Si	1.379	12.353	6.841	-0.025	0.045	-0.032
Si	4.148	15.073	6.811	-0.004	-0.066	-0.031
Si	6.906	1.381	6.814	-0.014	-0.039	-0.019
Si	9.646	4.098	6.788	0.012	-0.025	-0.033
Si	6.889	6.83	6.895	-0.02	0	-0.006
Si	9.616	9.612	6.855	0.01	-0.101	-0.014
Si	6.874	12.379	6.841	-0.01	-0.058	-0.017
Si	9.607	15.108	6.785	-0.126	0.034	0.002
Si	12.343	1.394	6.727	-0.004	0	-0.001
Si	15.049	4.104	6.788	0.029	-0.019	-0.055
Si	12.31	6.836	6.831	0.032	-0.017	-0.054
Si	15.056	9.612	6.898	-0.008	-0.013	-0.005
Si	12.333	12.362	6.847	-0.049	-0.026	0.015
Si	15.067	15.092	6.782	-0.034	0.005	-0.003
Si	0.005	2.728	8.165	0.001	0.029	0.004
Si	2.748	16.397	8.187	-0.021	-0.032	0.006
Si	16.394	8.207	8.239	-0.014	-0.022	0.013
Si	2.755	5.455	8.214	0.051	0.053	-0.003
Si	16.399	13.712	8.19	0.04	-0.017	-0.004
Si	2.709	10.962	8.227	0.014	-0.043	0.004
Si	5.525	2.699	8.228	-0.027	0.045	0.016
Si	8.24	0.019	8.194	0.043	0.034	0.016
Si	5.474	8.193	8.231	0.011	0.033	0.011
Si	8.258	5.428	8.203	-0.004	0.044	-0.005
Si	5.48	13.705	8.205	0.041	0.052	0.007
Si	8.211	10.965	8.199	-0.018	-0.001	-0.007
Si	10.984	2.718	8.157	-0.016	0.026	0.005
Si	13.677	0.028	8.148	0.047	0.001	-0.009
Si	10.95	8.202	8.208	0.004	0.06	0.017
Si	13.681	5.456	8.176	-0.003	0.037	0.001
Si	10.94	13.719	8.182	0.027	-0.031	-0.006
Si	13.668	10.974	8.229	0.046	0.014	0.018
Si	1.368	4.079	9.556	-0.023	0.002	-0.006
Si	4.109	1.349	9.57	0.016	-0.001	0.007
Si	1.346	9.58	9.592	-0.016	-0.015	-0.003
Si	4.094	6.826	9.594	-0.008	-0.004	0.009
Si	1.377	15.046	9.565	0.024	-0.011	0.015
Si	4.095	12.329	9.559	-0.008	-0.037	-0.009
Si	6.872	4.079	9.586	-0.002	-0.024	-0.001
Si	9.606	1.375	9.555	-0.035	-0.014	-0.002
Si	6.832	9.586	9.564	-0.008	-0.027	0.007
Si	9.585	6.821	9.571	-0.037	-0.001	-0.003
Si	6.85	15.064	9.56	-0.025	-0.039	-0.007
Si	9.578	12.332	9.557	-0.001	-0.023	-0.008
Si	12.324	4.084	9.542	0.008	0.003	-0.015
Si	15.043	1.367	9.541	-0.006	-0.014	0.001
Si	12.307	9.572	9.575	-0.005	-0.065	0.007
Si	15.023	6.817	9.571	0.02	0.007	0.006
Si	12.322	15.063	9.549	-0.06	0.004	-0.004
Si	15.043	12.335	9.577	-0.061	-0.001	0.007

Results
total energy: -115450.577 eV
total energy less fixed offsets of O -438.35, Si -107.03 eV per atom: 15.763 eV
